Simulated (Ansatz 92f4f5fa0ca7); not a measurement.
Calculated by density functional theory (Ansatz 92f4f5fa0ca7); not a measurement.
Periodic cell of 213 atoms, Si131O78B1H3, from a study of silicon, its oxide and their interface. The atomic structure is a simulated model.
Doubt: the cutoff is far below the 930 eV that the study's wrapper takes by default for these files, so forces and energies are approximate.
This geometry differs little from another in the collection (a relaxation step or a small displacement).

Settings: functional PBE; potential files Ansatz PAW; basis plane waves; wave-function cutoff 580 eV; density cutoff ratio 5; exchange-correlation grid ratio 1; k mesh 1 x 1 x 1, Gamma-centred; self-consistency stop 5e-08 eV per atom in the density residual; occupations fixed; spin none; net charge 0.

Cell vectors (angstrom)
a  10.938  0  0
b  0  10.938  0
c  0  0  31.3387

Atoms and the computed forces on them: element, x, y, z (angstrom), force x, y, z (eV/angstrom)
Si  10.3427  0.515  23.9917  -0.011  0.0047  0.0074
Si  5.7146  10.6302  23.9298  0.0017  -0.011  -0.0167
Si  2.1923  3.0442  23.9169  0.0026  0.0126  -0.0032
Si  8.6436  2.2255  24.0069  0.0134  -0.0171  0.0001
Si  0.3335  4.888  23.881  0.008  -0.0118  -0.0063
Si  4.8793  5.9254  24.04  0.0036  -0.0077  0.0027
Si  3.1961  7.6511  23.8774  0.0056  -0.0103  -0.0149
Si  7.5019  8.7904  23.8357  0.0047  0.0079  -0.0007
Si  1.1803  1.4161  25.273  -0.0035  -0.0008  -0.0171
Si  6.8361  1.3108  25.2238  0.0058  0.0019  0.0028
Si  3.9281  4.1056  25.1934  -0.0017  0.0094  -0.0115
Si  9.5932  3.9864  25.2647  0.0032  0.0051  -0.0131
Si  1.3355  6.7339  25.0506  0.0005  -0.0028  -0.0009
Si  6.7088  6.9336  25.141  -0.0154  0.0075  -0.0115
Si  4.0512  9.4936  25.151  -0.0026  0.0049  0.0023
Si  9.3609  9.6282  25.1176  0.0019  0.0054  -0.0046
Si  2.6564  -0.0213  26.4499  0.0164  0.0153  0.0556
Si  8.1279  -0.0273  26.6765  0.0357  0.0247  -0.1365
Si  -0.0627  2.7263  26.7638  -0.0008  -0.0115  -0.1575
Si  5.4104  2.7372  26.4644  -0.013  0.0026  0.0493
Si  2.6282  5.4682  26.621  0.0078  -0.0065  -0.0963
Si  8.1554  5.4907  26.4168  -0.0092  0.0068  0.0694
Si  -0.0829  8.1865  26.3489  -0.0019  0.0092  0.0672
Si  5.3941  8.209  26.6383  0.0294  0.0098  -0.1004
Si  4.0601  1.3457  27.8555  -0.0077  -0.0103  -0.0511
Si  9.51  1.3317  28.0137  -0.0474  -0.03  0.1595
Si  1.3299  4.1042  28.0117  0.0222  0.0654  0.1931
Si  6.7917  4.1228  27.8431  -0.0046  0.0154  -0.0508
Si  4.0429  6.8203  27.948  -0.0412  -0.0027  0.1253
Si  9.5374  6.8371  27.8273  0.0068  0.0113  -0.0582
Si  1.2965  9.5388  27.8233  -0.03  -0.018  -0.0499
Si  6.7824  9.5431  27.9866  -0.0532  -0.0246  0.1644
Si  -0.0001  -0.0238  29.2918  0.0114  -0.0156  -0.0195
Si  5.4371  0.0184  29.2917  0.0075  -0.0106  -0.0059
Si  2.7436  2.7225  29.294  0.0071  -0.0067  -0.0335
Si  8.1566  2.7677  29.2855  0.0042  -0.0055  0.0096
Si  -0.043  5.5091  29.2917  0.009  -0.0279  -0.0073
Si  5.4549  5.4728  29.2802  0.0132  -0.0175  -0.0145
Si  2.6916  8.2238  29.2706  0.0016  -0.0057  0.0069
Si  8.2086  8.1869  29.283  0.0042  -0.0087  -0.0273
Si  1.3673  1.3673  30.6549  0.0286  -0.1402  -0.0912
Si  6.8362  1.3673  30.6549  -0.2365  0.1729  0.0444
Si  4.1018  4.1018  30.6549  0.1257  -0.054  -0.0465
Si  9.5708  4.1018  30.6549  -0.1975  0.162  0.0067
Si  1.3673  6.8362  30.6549  -0.1711  0.1825  0.0507
Si  6.8362  6.8362  30.6549  0.0444  -0.0764  -0.1141
Si  4.1018  9.5708  30.6549  -0.2543  0.0878  -0.0239
Si  9.5708  9.5708  30.6549  0.0188  -0.1831  -0.0224
Si  2.7345  0  0.6835  -0.0021  0.1186  0.0675
Si  8.2035  0  0.6835  0.2199  -0.1131  0.0599
Si  0  2.7345  0.6835  0.2316  -0.1329  -0.049
Si  5.469  2.7345  0.6835  -0.0577  0.0868  0.0018
Si  2.7345  5.469  0.6835  0.1825  -0.1949  0.0079
Si  8.2035  5.469  0.6835  -0.1651  0.0676  0.0238
Si  0  8.2035  0.6835  -0.0328  0.1882  0.0429
Si  5.469  8.2035  0.6835  0.2581  -0.1816  -0.0269
Si  4.0858  1.402  2.055  -0.0003  0.0003  0.0109
Si  9.6222  1.3408  2.0574  -0.0127  0.0289  -0.012
Si  1.4129  4.0619  2.0579  -0.0655  0.0324  -0.0074
Si  6.8407  4.0961  2.0455  0.0003  0.0024  0.0305
Si  4.1553  6.7936  2.048  -0.034  0.0468  -0.0045
Si  9.5583  6.8586  2.0361  0.0119  0.0061  0.0309
Si  1.3728  9.5857  2.0525  0.0071  -0.0402  0.0254
Si  6.8611  9.5521  2.058  -0.0194  0.0497  -0.0051
Si  0.0969  0.0473  3.5009  0.0396  0.0477  0.0839
Si  5.4938  0.0434  3.3496  0.045  -0.0608  -0.1138
Si  2.7723  2.7387  3.5384  -0.0121  0.0139  0.0482
Si  8.2514  2.7403  3.3551  0.0292  -0.0314  -0.135
Si  0.0174  5.4714  3.3174  0.0679  -0.0583  -0.1647
Si  5.4966  5.4247  3.4901  -0.0234  -0.0316  0.0534
Si  2.7832  8.1957  3.3389  0.0744  0.0195  -0.2026
Si  8.2562  8.229  3.4842  -0.0023  0.0265  0.0375
Si  1.4764  1.3817  5.0196  -0.0397  -0.0226  -0.0963
Si  6.9154  1.3656  4.6839  -0.0368  0.0052  0.0792
Si  4.1408  4.0812  4.9762  0.0075  -0.0006  -0.0531
Si  9.6445  4.1001  4.6677  -0.0252  0.0114  0.1005
Si  1.4615  6.7651  4.6115  -0.1331  0.056  0.2787
Si  6.883  6.8087  4.8271  0.0298  0.0299  -0.0231
Si  4.1436  9.5886  4.6627  -0.0802  0.0336  0.2114
Si  9.7002  9.6003  4.8586  -0.0505  0.0007  -0.0647
Si  2.8733  -0.1046  6.3619  0.1069  -0.2566  0.0884
Si  8.3086  0.0937  6.1299  0.0297  -0.002  -0.0271
Si  0.0361  2.8888  6.222  0.0047  -0.0104  -0.0108
Si  5.6056  2.6199  6.208  0.1007  -0.0008  0.0667
Si  2.7098  5.5478  6.2351  -0.027  0.0027  -0.052
Si  8.364  5.4691  6.0974  0.0257  -0.0825  0.0941
Si  0.3172  8.2792  6.0645  0.3315  -0.1628  0.1124
Si  5.4528  8.217  6.0511  0.0031  0.0224  -0.0588
Si  4.9794  0.6693  7.5075  -0.1791  0.0623  -0.039
Si  9.1602  1.9625  7.3961  -0.0135  0.0205  0.0345
Si  0.8902  4.7129  7.5419  -0.0082  -0.0173  0.0349
Si  7.4264  3.6578  7.3564  -0.044  0.0418  -0.0864
Si  3.5226  7.5333  7.2389  -0.204  0.1997  -0.0156
Si  10.1393  6.5551  7.2978  0.0276  0.1594  -0.1114
B  2.1076  9.0029  6.7373  -0.007  -0.0022  -0.0671
Si  6.6375  9.834  7.2345  0.0564  -0.0515  0.0213
H  3.7326  7.4063  8.7211  -0.0012  -0.015  -0.0269
O  7.0556  4.0098  8.9479  0.0022  0.0011  0.0222
O  9.604  1.8028  9.0014  0.0019  -0.0041  -0.017
O  5.0744  1.0414  9.1379  0.0374  -0.0061  0.0159
O  7.3167  9.1272  8.5937  -0.0168  0.0207  -0.0245
O  9.4664  7.3723  8.5972  -0.0197  -0.0153  0.0236
O  1.2764  4.2428  9.1028  -0.0075  0.0012  -0.0334
H  8.2825  2.6379  22.6113  -0.0043  0.0045  0.0002
H  10.7657  0.1946  22.5883  0.0006  -0.0014  -0.0018
O  10.3287  5.3587  22.5676  -0.0032  0.0003  0.0093
O  2.7739  2.1437  22.6099  -0.0005  -0.0039  0.0048
O  2.9764  7.8597  22.2298  -0.0023  0.0016  0.0065
O  5.2183  5.5308  22.465  0.0009  0.0004  -0.0039
O  4.9742  0.4449  22.6143  0.0024  0  0.0105
O  7.9305  8.2513  22.3275  0.0011  -0.0029  -0.0012
Si  4.5238  8.2037  14.4857  -0.0013  -0.0002  -0.0025
Si  4.1465  1.6383  21.8525  -0.003  0.0017  0.0003
Si  3.9524  1.4307  15.3167  0  -0.0005  -0.0044
Si  5.8783  1.2099  10.5472  -0.0028  -0.0046  -0.0004
Si  8.0696  7.8688  9.2995  0.0268  -0.0272  0.0179
Si  7.2984  1.5262  14.6659  0.0004  -0.0032  -0.0027
Si  5.821  7.8306  19.0658  0.0011  -0.0005  0.0014
Si  8.5679  10.5803  18.8747  0.0013  -0.0008  -0.0001
Si  5.014  4.5115  21.228  -0.0027  0.0008  0.0023
Si  10.5723  2.8483  12.6617  0.0021  0.0025  -0.003
Si  1.1295  5.0201  16.9631  0  0.003  -0.0027
Si  3.2308  8.2906  20.6813  0.001  0.0011  -0.0019
Si  4.608  9.8823  17.117  0  -0.0004  -0.0005
Si  9.3272  4.4998  18.4617  -0.0004  0.001  0.0001
Si  8.4127  8.2249  20.7825  -0.0033  0.0006  0.003
Si  6.4904  4.9836  18.6794  -0.0002  0.0018  0.0011
Si  1.0066  2.2674  15.5097  0.0003  0.0005  0.0001
Si  2.846  0.0594  19.5269  -0.0012  -0.0009  0.0004
Si  4.6308  3.9942  11.5216  0.0044  -0.0059  0.0025
Si  0.3955  9.337  15.8672  0.0014  -0.0005  -0.0011
Si  9.1539  1.074  10.383  -0.0021  -0.0062  0.0101
Si  9.2352  10.4803  14.2113  0.0009  -0.0033  -0.0024
Si  6.8228  5.1675  10.0711  0.016  -0.0053  -0.0014
Si  7.4483  2.246  17.8102  0.0001  -0.0007  -0.0008
Si  8.7845  5.2307  12.56  -0.001  0.0013  -0.0022
Si  0.4036  0.5578  17.9038  0.0004  0.0012  0
Si  2.3761  5.6228  19.7246  -0.0005  -0.0011  -0.0009
Si  5.0712  10.8857  13.151  -0.0019  -0.0019  -0.0033
Si  10.4138  5.7414  20.9876  0.0005  0.0007  -0.0031
Si  1.6215  4.473  10.6799  0.0066  0.0059  0.0221
Si  9.6804  9.2478  11.3271  0.0046  -0.0043  0.0038
Si  6.998  6.4685  14.8965  0.0019  0.0002  -0.0015
Si  1.8655  7.1291  14.7241  -0.002  0.0002  0.0004
Si  8.6125  8.5697  16.3578  0.0025  0.0004  -0.0017
Si  0.4098  6.8603  11.9524  -0.0005  0.0082  -0.0029
Si  5.5392  3.8533  14.4734  0.0006  -0.0002  -0.0013
O  9.8223  1.7548  11.7067  0.0025  0.0011  -0.0026
O  3.0976  3.9006  11.0296  -0.0005  0.0019  -0.0078
O  4.2472  8.7677  15.9922  0.0013  0.0017  0.0006
O  0.1555  8.4138  11.4774  -0.0021  -0.0046  -0.002
O  9.9932  0.3954  18.7661  -0.0006  -0.0002  -0.0003
O  0.8813  6.718  13.5051  0.0026  0.0003  -0.0002
O  0.6502  3.6307  11.6659  0.0013  0.0002  -0.0055
O  8.6121  9.7944  20.3151  -0.001  -0.0007  -0.0015
O  9.7033  4.603  20.0486  -0.0005  0.0003  0.0015
O  3.5249  10.2765  18.2421  0.0003  0.0001  -0.0013
O  3.4131  7.0327  14.2222  0.0019  0.0002  -0.0002
O  8.4545  8.3089  10.8156  0.0029  0.0052  -0.0087
O  3.5992  4.8146  20.4474  -0.0009  0.0005  -0.0005
O  4.7758  0.3748  16.2916  0.0005  0.0001  0.0012
O  9.7386  7.2287  20.6975  0.0014  -0.0007  -0.0017
O  7.5094  1.0737  10.4471  0.0068  0.0019  -0.0059
O  4.8265  8.2825  20.2983  -0.0009  -0.0011  0.0009
O  3.9873  1.0308  13.7216  -0.0005  0.0012  0.0013
O  5.0941  2.9597  21.721  -0.0012  0.0006  0.0002
O  4.462  9.4036  13.3971  0.0006  -0.0026  0.0004
O  2.1202  4.943  18.2627  -0.0029  -0.001  -0.0005
O  7.9992  5.4146  18.2402  -0.0006  0.0004  -0.0005
O  5.2936  5.1878  10.6283  -0.0038  0.0013  0.0012
O  6.8161  2.934  14.0052  0.0007  -0.0001  -0.0005
O  0.0886  1.6455  16.7177  -0.0007  -0.0003  -0.0003
O  1.6531  8.6957  15.1026  -0.0002  -0.0001  0.0004
O  7.3001  1.6967  16.2828  0.0003  0.0004  0.0004
O  5.9845  7.5537  14.2644  0.0003  0.0003  -0.0014
O  9.4712  3.9134  13.225  0.0004  0  0.0003
O  5.3402  0.045  11.5592  0.0014  0.0033  -0.0038
O  1.4853  6.0874  10.9943  0.0008  -0.0027  -0.0044
O  2.6427  7.2266  19.5825  -0.0017  -0.001  0.0015
O  6.4115  0.2997  14.0286  0.0015  -0.0003  0.0018
O  7.7657  4.8334  11.3595  -0.0001  0.002  -0.0004
O  9.8085  10.505  10.2978  -0.0001  0.003  -0.0022
O  4.7412  4.3219  13.1266  0.0007  0.0006  -0.0014
O  1.0605  5.5897  20.6684  -0.0005  0.0014  -0.0003
O  6.1285  5.1343  15.3216  -0.0001  -0.0005  -0.0001
O  1.3291  3.803  15.9168  0  0.001  0.0006
O  5.5497  6.3327  18.3541  -0.0005  -0.001  -0.0012
O  2.3835  1.4126  15.686  0.0004  -0.0004  0.0002
O  7.4322  0.8523  18.731  -0.001  0.0009  -0.0008
O  7.0442  6.6124  9.3674  -0.0016  0.0067  -0.0042
O  6.3074  4.7618  20.2806  0.0004  -0.0017  -0.0007
O  8.2298  9.6075  15.1581  0.001  -0.0009  -0.0001
O  5.4561  2.6292  11.2147  -0.0006  0.0008  -0.0027
O  7.2714  7.6495  19.7778  -0.0026  -0.0002  -0.0004
O  10.5248  5.0565  17.5074  0.0005  -0.0002  0.0006
O  8.8042  1.1143  14.2181  0.0007  0.0015  0.0005
O  6.2963  3.4257  18.0699  -0.0007  -0.0006  -0.0012
O  4.5833  2.9438  15.4522  0.0004  0.0012  -0.0016
O  -0.2018  10.4389  14.8257  -0.0006  -0.001  -0.0003
O  1.5783  0.9348  18.9755  -0.0006  -0.0003  0.0012
O  8.0859  6.0668  13.7625  0.0008  0.0012  -0.0015
O  3.7908  1.0989  20.3485  -0.0023  -0.0015  0.0009
O  8.4389  9.398  17.7457  -0.0004  0.0012  -0.0003
O  8.8988  2.9723  18.0751  -0.0003  -0.0005  0.0004
O  2.4848  9.7421  20.5195  -0.0004  0.0019  -0.0008
O  1.5359  6.3171  16.0835  -0.0003  -0.0037  0.0024
O  9.9138  6.1274  11.8328  0.003  -0.0019  -0.0017
O  7.7364  7.2049  16.1673  0.0002  0.0008  -0.0004
O  5.7784  9.0715  17.9689  -0.0014  0.0017  -0.0012
O  0.8335  10.0643  17.2418  -0.0001  0.0003  0.0001
O  10.2018  8.1923  16.1938  -0.0009  -0.0001  -0.0003
O  0.4363  2.2457  13.9706  0.0003  -0.0012  -0.0007
O  9.1973  9.8247  12.7524  0.0016  0.0007  -0.0004

Results
free energy: -127840.246 eV
free energy less fixed offsets of B -154.04, H -15.97, O -568.88, Si -635.61 eV per atom: -0.746 eV

The program warned: the cutoff lies below the one the program advises for these potential files; the forces do not sum to zero within the program's tolerance; the exchange-correlation potential is rough where the density is thin.
